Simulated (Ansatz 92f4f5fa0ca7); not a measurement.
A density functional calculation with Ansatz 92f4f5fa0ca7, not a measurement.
Periodic cell of 168 atoms, Si98O70, from a study of silicon, its oxide and their interface. The atomic structure is a simulated model.

Settings: functional r2SCAN; potential files Ansatz norm-conserving; basis plane waves; wave-function cutoff 1300 eV; density cutoff ratio 4; exchange-correlation grid ratio 1; k mesh 2 x 2 x 1, shifted by 0.5 0.5 0.5 of a step; self-consistency stop 5e-08 eV per atom in the density residual; occupations Fermi-Dirac, 0.05 eV; spin none; net charge 0.

Cell vectors (angstrom)
a 11.54 0 0
b 0 11.54 0
c 0 0 21.0548

Atoms: element, x, y, z (angstrom)
Si 0.54 0.6249 -0.6618
Si -0.1838 3.5759 0.1038
Si -0.7349 7.8674 -0.8707
Si 3.8966 0.473 -0.0369
Si 3.7782 4.5284 0.4093
Si 2.8264 7.2233 -0.3003
Si 7.2705 0.3143 -0.7026
Si 7.5135 3.4088 -0.0213
Si 5.2938 8.0822 -1.5281
Si 1.964 -0.1525 1.2074
Si 1.8413 3.8207 1.5905
Si 1.2754 7.728 1.278
Si 5.8275 -0.016 1.2198
Si 5.7244 3.8887 1.7544
Si 6.314 7.5529 1.2217
Si 9.8375 -0.1315 0.8972
Si 9.217 3.7736 1.43
Si 9.3574 7.8626 1.0989
Si 1.8812 1.518 2.7814
Si 1.8884 5.8958 2.8863
Si 2.1218 9.5185 2.6752
Si 5.8161 1.8612 2.7077
Si 5.7178 5.806 2.8468
Si 5.5241 9.3712 2.4691
Si 9.4635 1.7862 2.6455
Si 9.6299 5.8925 2.2331
Si 9.7126 9.6457 2.5426
Si -0.1729 2.0886 3.9364
Si -0.2136 5.8818 3.9803
Si 0.0071 9.5756 3.981
Si 3.8889 1.7274 3.9372
Si 3.8688 5.8366 4.2583
Si 3.8921 9.763 4.0213
Si 7.7199 1.973 4.0691
Si 7.7404 5.8441 4.0627
Si 7.7516 9.606 4.0414
Si 0.0057 -0.0104 5.3331
Si -0.1673 4.0614 5.3555
Si 0.2888 7.7843 5.608
Si 3.7222 -0.0467 5.4843
Si 3.856 3.872 5.1023
Si 4.0081 7.89 5.5136
Si 7.5463 0.1114 5.3504
Si 7.6217 4.0501 5.3589
Si 8.1193 7.798 5.3123
Si 1.8551 0.0331 7.0271
Si 1.8117 4.0101 6.5574
Si 2.2378 7.8337 7.2068
Si 5.6111 0.1594 6.5765
Si 5.6349 3.8907 6.6666
Si 5.8649 7.566 7.0084
Si 9.5351 -0.3292 6.5469
Si 9.5022 3.8659 6.6854
Si 9.7235 7.4664 6.6579
Si 1.8907 2.1531 8.0578
Si 1.9812 5.5883 8.1479
Si 1.6806 9.7483 8.3842
Si 5.8346 2.0535 8.0277
Si 5.511 5.4931 8.3815
Si 6.0583 9.8479 7.8296
Si 9.5003 1.9059 7.8002
Si 9.4605 5.7449 8.183
Si 9.5447 9.5215 8.2388
Si -0.1997 1.9472 9.1693
Si -0.5148 5.9977 9.8051
Si -0.1441 9.0296 9.89
Si 3.4498 2.5352 9.7715
Si 3.7902 5.4686 9.9384
Si 3.5823 10.0151 9.7688
Si 7.89 1.2128 9.0996
Si 7.6773 5.4977 9.53
Si 7.5878 10.3374 9.3814
Si -2.3119 3.0222 11.0179
Si 3.7387 -3.7478 11.7084
Si -0.1145 11.4416 11.5768
Si 2.7858 12.1324 12.1148
Si 8.7551 -3.1185 13.8425
Si 6.0784 9.2825 12.4436
Si 9.5836 11.3657 13.9609
Si 8.6577 4.0697 13.8271
Si 2.3354 -2.9559 13.9129
Si 10.2683 0.6037 16.6325
Si 1.6552 12.0014 17.4524
Si 8.9963 -5.2624 11.9597
Si 18.2404 4.2329 18.3957
Si 8.3109 7.2705 16.63
Si 1.9352 5.1743 18.4719
Si 0.9453 9.1947 16.1864
Si -1.3371 9.2296 17.8358
Si 5.8351 -0.7617 18.8169
Si 4.2443 10.9296 14.2069
Si 7.7781 13.1259 15.0925
Si 11.226 5.0678 18.7234
Si -6.8081 0.4874 16.1077
Si 4.1036 3.3818 19.6041
Si -2.4385 5.0678 16.5683
Si 2.7759 18.4804 16.1201
Si 5.3889 6.9103 17.4903
O -3.7638 8.188 0.8034
O 1.5259 0.5558 -2.0021
O -1.0612 4.0925 -1.2012
O 2.6981 -7.7643 -2.299
O 0.3596 2.2058 -0.6499
O 10.9961 -2.8738 -4.5386
O 1.9658 -5.0773 -1.5873
O 3.6761 8.3754 -1.2385
O 3.8677 6.1991 0.5111
O 1.1139 12.0852 -8.6543
O 5.3065 11.0299 -3.6802
O 7.8826 1.9134 -0.8985
O 7.3534 4.5797 -1.2129
O 9.6334 4.4372 -5.9926
O 7.9546 4.1077 -3.7673
O 5.7184 7.3872 -0.1597
O 6.8222 7.2591 -4.1054
O -2.1032 -1.7184 14.3435
O -0.9467 2.937 10.2756
O -1.2376 5.4095 11.3367
O -0.7545 9.224 19.3738
O 0.0304 9.8806 11.2896
O -4.2177 8.7106 13.2123
O 3.1889 1.8116 11.2836
O 0.8765 5.0767 9.4724
O 0.1172 18.9007 10.1488
O 4.2011 3.8647 10.2952
O 4.162 8.625 10.2654
O 4.796 13.2937 9.2511
O 8.2327 1.5764 10.6413
O 8.1175 4.0092 10.3625
O 7.8609 6.5823 10.8083
O 14.8062 10.7675 11.3119
O 3.6188 6.0849 11.5201
O 4.6944 10.458 8.6413
O 3.4986 0.6632 13.58
O -2.132 -8.3447 12.6817
O 2.3827 -3.1509 12.3038
O 7.5058 2.9083 14.2701
O 3.4229 9.588 14.4791
O 4.3979 7.065 16.3433
O 4.9483 8.1781 12.6991
O 10.6241 0.3088 15.0203
O 8.7095 -0.3415 20.7973
O 11.4468 0.6124 10.1124
O 9.5966 7.4462 12.9701
O 8.022 5.3365 13.0387
O 5.5105 10.6903 13.0841
O 2.1787 5.7277 16.9252
O 8.9565 1.5244 16.2749
O 2.628 7.0376 14.5333
O 2.1053 8.2463 16.8517
O 4.4646 -0.6291 19.9202
O 5.5288 5.2832 17.9982
O 6.4004 12.834 15.8465
O 5.5418 3.0043 18.5558
O 8.7129 7.5891 15.133
O 14.7384 0.7632 16.9138
O 8.9335 8.3294 17.7727
O 11.6589 12.9123 17.0845
O 18.3285 9.9781 10.9201
O 10.2988 0.3169 12.5867
O -1.7017 10.7873 17.2895
O -1.0615 4.9204 17.3181
O 3.8367 13.4232 20.3646
O 0.9632 8.9944 14.6235
O 1.197 10.6169 16.8299
O 6.3308 -2.3575 18.9554
O -0.7028 18.265 19.0044
O 8.2289 12.0925 13.8086

Results
free energy: -43994.995 eV
free energy less fixed offsets of O -463.61, Si -117.95 eV per atom: 16.805 eV
pressure: -0.10 GPa
stress xx, yy, zz, yz, xz, xy (GPa, positive in tension): -0.51, -1.18, 2, 0.05, -1.86, 0.03

Forces (eV/angstrom), in the order of the atoms: element, x, y, z
Si 0.3426 -0.8446 1.6021
Si -1.1204 -1.0098 1.3345
Si -0.1837 -2.4849 2.3371
Si 1.2662 -3.1339 1.3826
Si 0.8951 0.207 2.4925
Si 0.3034 0.6271 -1.9431
Si 1.105 1.7573 0.9222
Si 0.0024 -0.533 -0.9501
Si -2.1013 -1.0391 -1.9657
Si 0.3208 0.2848 -1.014
Si -0.1053 0.2773 -0.5472
Si 0.3218 -0.0021 0.2601
Si -0.132 0.6568 0.6282
Si -0.3824 -1.0458 -3.0175
Si 0.8987 0.6091 4.2075
Si 0.5974 1.0428 -0.1921
Si 2.5631 -0.7539 -0.6412
Si 0.4399 0.2618 -0.864
Si -0.6914 2.5202 -0.7913
Si -1.0458 -0.5628 -0.9268
Si -2.9625 -0.2247 -1.2813
Si 0.4677 -1.3333 0.1725
Si 1.8261 1.6284 -0.0319
Si 2.2449 1.7506 0.2614
Si 0.5201 0.1132 -1.2762
Si -0.5824 -0.7543 2.3813
Si 0.0977 0.1934 0.2705
Si 1.0104 -1.3469 1.0802
Si 1.0592 0.9666 0.01
Si 1.5775 0.3608 0.3942
Si -0.7467 0.627 0.986
Si -0.7044 3.236 -1.7437
Si 0.4114 -1.4567 0.5559
Si -0.6333 0.5353 0.4958
Si 0.4556 1.6572 -1.7236
Si -1.0836 1.4293 -1.8282
Si -0.3247 0.5989 0.1495
Si -0.1717 -1.0164 -0.6813
Si -0.815 -0.4368 -0.6754
Si -1.0852 0.8313 -0.21
Si -0.9493 -2.5975 2.0986
Si 0.025 -1.0423 0.8453
Si 0.5852 -1.2912 -0.4524
Si 0.2345 -1.6896 0.5863
Si -3.6807 -1.1363 -0.2216
Si -0.5228 0.3013 -1.8013
Si 1.1518 -1.2419 -0.8123
Si -0.8678 -0.7244 -1.6274
Si 1.9965 0.2309 0.2422
Si -0.1057 0.211 0.0039
Si 0.7582 0.8708 -0.7425
Si 0.4329 1.762 0.8829
Si -0.0879 0.5563 0.6557
Si 2.1552 1.532 2.9141
Si -0.8071 0.6946 0.4594
Si 0.0931 0.7571 3.6823
Si 0.1058 -0.646 1.7728
Si 1.0915 -2.1501 0.3402
Si 1.9535 2.1415 0.0065
Si -1.3702 -0.8305 0.1357
Si 1.5224 -1.8107 -1.8472
Si 0.3628 -0.2786 -1.7313
Si 0.0925 -1.1812 0.8629
Si -0.8098 -0.236 0.6432
Si 0.4147 -4.9676 1.6904
Si 0.5196 0.1364 -1.7332
Si 1.5931 -1.9474 2.2917
Si -0.203 -1.4713 0.1048
Si -0.6823 1.9888 0.1706
Si -1.6827 -0.5905 1.0611
Si -0.2681 -1.8537 1.8284
Si -0.3741 -0.1336 2.0191
Si -3.7848 -1.646 2.4575
Si 0.9442 -1.5028 -2.44
Si 1.0745 2.0253 0.2091
Si -2.7436 -2.0938 0.562
Si -0.1163 3.4144 0.5039
Si 2.1307 4.0519 -2.5675
Si 2.3605 -0.5468 -1.8213
Si -1.1141 -2.2877 -0.9866
Si -0.7042 -2.8731 -0.0222
Si 1.527 2.2529 -4.0184
Si -1.8633 2.1516 -0.6714
Si -0.4845 -2.0213 1.8018
Si -0.8649 -0.7829 -1.352
Si 3.648 -0.5122 0.7302
Si -1.1923 0.2581 -1.1337
Si -0.0876 -1.3113 1.5041
Si -0.1233 2.2383 -2.1639
Si -0.9998 -0.3814 3.2672
Si 2.8263 0.5657 -1.8851
Si 0.329 -1.2904 -0.2836
Si -1.6737 0.6131 0.0493
Si 2.917 -0.6663 3.4619
Si 0.9906 -2.5245 -2.3531
Si -0.3457 -0.8426 -0.9444
Si 1.1197 1.2518 0.9603
Si 1.7078 -2.4428 4.6796
O -0.0421 -0.8 0.429
O 0.1371 -1.3143 0.3972
O 1.3715 2.2434 -1.3141
O 1.5878 -0.1033 -0.0979
O -0.1732 0.5309 0.8567
O 1.1406 0.3548 1.8081
O 2.3592 -0.1439 1.6355
O 0.1007 -1.1584 1.4132
O -1.496 -0.9137 -1.1707
O 3.6269 -0.5023 -0.4338
O -0.4853 1.0649 -2.5547
O -2.1057 1.0785 1.5032
O 0.0708 -0.8191 0.4528
O -1.7605 0.8282 1.1
O -1.5917 0.13 0.8398
O -0.259 -0.3329 -3.9824
O -1.7157 0.6114 -0.6409
O -0.5731 -1.6964 -1.664
O 2.1523 0.4807 -0.6738
O -0.449 2.4422 -1.5704
O 0.335 1.8751 -1.7733
O -0.4743 -1.8477 -0.5668
O 0.6168 -0.4535 0.3484
O 0.111 2.9288 -3.1089
O -0.8962 1.2796 -1.4956
O 0.4297 5.3213 0.5901
O -1.5773 2.3232 -0.4165
O -0.5 -3.7113 2.5324
O -0.7843 -0.0732 -0.3294
O 1.9236 1.8541 1.4085
O -0.6921 2.529 -1.4357
O 0.5773 0.5084 -0.3604
O 0.3146 0.021 -1.8143
O 0.4793 2.8334 -2.1542
O -1.2548 -0.1816 1.5435
O -1.1392 -0.1765 -0.7165
O 0.4901 -0.2254 -2.4106
O -0.7206 0.0343 0.9296
O 1.1413 3.3786 0.2202
O 0.4972 0.6771 0.1417
O -2.8158 0.0863 -2.1765
O -0.2486 -0.9282 -0.885
O 1.2699 0.2576 2.4114
O -0.4335 -0.9489 -0.3577
O 0.0309 -0.8003 -0.3032
O 0.8782 -1.4414 -4.17
O 1.5605 1.0201 -0.6177
O -1.256 -1.0164 1.7788
O 0.0587 -1.9115 0.9203
O -0.8899 0.3506 0.3676
O -0.4547 1.1536 -0.9383
O -0.358 0.2207 -0.9059
O 1.0454 -0.0148 -2.1032
O 0.1424 2.2829 -0.9789
O -4.4077 -1.63 0.8589
O -1.1129 0.2553 2.0744
O -1.0811 -0.6706 2.5268
O -0.0361 0.8711 -0.7481
O -2.2079 -1.4295 -0.4823
O 1.4127 -1.2853 0.8224
O -0.2581 -1.3421 0.5859
O -1.3926 -1.3636 -0.9585
O -0.0368 -2.1079 2.8313
O 1.1204 -0.6398 0.6972
O -0.0734 3.6493 -1.9667
O 0.0375 0.7532 -2.2823
O 0.2503 -0.2756 -0.1549
O -0.6657 2.2521 0.7486
O 0.3271 -0.6076 1.6308
O -3.1856 1.7241 2.7957

The program warned: the forces do not sum to zero within the program's tolerance.
